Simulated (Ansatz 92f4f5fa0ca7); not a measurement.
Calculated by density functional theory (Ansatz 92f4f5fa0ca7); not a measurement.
Periodic cell of 158 atoms, Si90O68, from a study of silicon, its oxide and their interface. The atomic structure is a simulated model.

Settings
functional: r2SCAN
potential files: Ansatz norm-conserving
basis: plane waves
wave-function cutoff: 1300 eV
density cutoff ratio: 4
exchange-correlation grid ratio: 1
k mesh: 2 x 2 x 1, shifted by 0.5 0.5 0.5 of a step
self-consistency stop: 5e-08 eV per atom in the density residual
occupations: Fermi-Dirac, 0.05 eV
spin: none
net charge: 0

Cell vectors (angstrom)
a	10.88	0	0
b	0	10.88	0
c	0	0	22.7473

Atoms and the computed forces on them: element, x, y, z (angstrom), force x, y, z (eV/angstrom)
Si	0.6688	-0.7611	-0.2824	-0.4194	0.5176	0.5049
Si	2.947	1.6557	-0.1813	2.4817	2.1338	2.2928
Si	0.3702	5.3045	0.395	-0.3633	1.6216	3.1047
Si	2.5088	8.5258	0.1871	0.1745	-0.7083	0.6621
Si	5.5167	-0.0636	0.1377	1.1059	1.1365	-1.1292
Si	8.4622	3.2363	0.1775	-3.0556	-1.3118	-1.5685
Si	5.8459	5.0035	-0.1064	-0.6467	-0.9755	1.2586
Si	7.6704	8.522	-0.1479	0.3794	-0.4193	0.3402
Si	1.1984	1.1878	1.3043	0.8517	-1.0558	-0.4462
Si	4.2118	4.3475	1.4576	0.7814	-1.5288	-0.3852
Si	1.4476	6.8412	1.9589	0.9365	-0.2763	-2.615
Si	4.2326	9.5365	1.4474	-1.643	-0.5923	0.9061
Si	7.229	1.433	1.202	-1.5593	0.0283	-0.029
Si	9.4163	4.3968	1.7371	2.6385	-0.2033	-0.5578
Si	6.7639	6.6434	1.1032	-0.3873	3.0066	-0.6121
Si	9.6309	9.226	1.0484	-0.8725	1.326	0.0495
Si	0.0707	3.019	2.7095	-0.3022	-2.1134	-0.8555
Si	2.6689	-0.0219	2.802	0.4078	0.4096	-0.8181
Si	-0.3714	7.8553	2.7486	0.4999	1.0791	0.8434
Si	3.005	5.7031	3.2172	-0.4582	-1.9053	-1.5123
Si	5.8075	2.9228	2.643	-1.0827	-0.3511	-0.9328
Si	8.3083	0.0338	2.681	0.9803	-1.1907	-1.5858
Si	5.5571	7.9877	2.5623	-0.2249	0.7895	1.0743
Si	7.8456	5.5868	2.6809	1.4499	-0.0158	2.8982
Si	1.5771	3.9317	4.078	-0.3543	2.5992	0.3598
Si	4.2959	1.5487	3.7741	-1.3096	-1.6519	0.5805
Si	1.1008	9.4868	3.9054	0.1423	-0.6118	1.4048
Si	4.3497	7.0813	4.3902	-0.9689	0.4237	-0.8991
Si	6.8007	4.1611	4.2283	0.9594	0.4483	-0.482
Si	9.7412	1.3528	3.8519	-1.0625	0.5554	1.7738
Si	7.0892	9.3683	3.974	-0.0022	-0.9549	-1.5533
Si	9.5338	6.4012	4.3387	-0.6834	1.2227	-0.258
Si	-0.3184	-0.1834	5.4645	0.502	0.8919	0.0869
Si	2.5711	2.4082	5.2807	1.6723	-0.3395	1.4852
Si	0.1684	5.151	5.7529	-0.0174	-0.3539	-1.1745
Si	2.5135	8.2749	5.4683	0.1585	-0.9078	-1.0368
Si	5.705	-0.0236	4.9063	-3.0238	-1.8039	-1.3215
Si	8.1714	2.7287	5.4261	0.9526	-0.4855	-1.1907
Si	5.7053	5.6927	5.4942	-0.3998	-1.0449	0.8166
Si	8.2216	8.0205	5.528	0.1826	0.4259	0.0983
Si	0.7582	1.4144	6.8685	1.9929	-1.8045	-1.1683
Si	4.2184	3.9994	6.2331	-0.6855	-0.3033	1.367
Si	1.5248	6.684	6.9385	-0.5387	-0.145	-0.7766
Si	4.3111	9.4659	6.2475	-1.0212	1.8121	-0.1443
Si	6.5216	1.3569	6.2415	1.5919	1.9668	4.6728
Si	9.5068	3.7614	7.0174	0.8232	1.114	-0.3097
Si	6.9562	6.8478	7.0553	-0.9292	0.2259	0.1878
Si	9.0275	9.666	7.0535	1.5193	-2.7094	0.2755
Si	-0.3623	2.3963	8.6237	-0.418	0.106	0.864
Si	2.4414	-0.2907	7.3587	1.2274	0.7378	1.8273
Si	0.0654	7.5503	8.5554	1.6583	0.4766	1.4086
Si	3.1493	5.2474	7.8249	-1.3906	-0.2948	0.505
Si	5.119	2.6077	7.9518	-0.0676	-0.341	-2.103
Si	7.8267	0.3735	8.1585	-0.2785	0.6527	-0.431
Si	5.3278	8.4674	7.9663	1.7873	-0.637	0.7722
Si	8.071	5.1295	8.2007	-0.9238	0.4162	1.4404
Si	0.8647	3.8869	9.8924	2.4354	2.3815	0.1933
Si	3.7462	1.0074	8.9367	-0.7162	-1.5833	0.6914
Si	1.8883	9.0597	9.2249	-1.8742	-1.4592	0.8667
Si	3.9893	6.998	9.0341	0.6328	-0.2939	2.597
Si	6.7731	3.3897	9.258	-0.9224	2.0707	1.6297
Si	8.4667	1.9692	9.8772	1.0919	-0.4604	-2.0167
Si	6.2984	10.175	9.4175	-0.0076	-1.201	1.436
Si	10.1548	5.7821	10.1217	1.5894	0.7464	-0.5786
Si	0.0143	1.6931	15.3969	0.2805	2.6096	-0.7232
Si	1.7359	0.3655	11.3435	3.2955	-2.6766	-0.0709
Si	-5.004	6.8815	15.628	1.8672	1.1273	3.0088
Si	7.6585	6.4322	13.0627	-3.5801	2.3482	-0.689
Si	2.4139	4.9163	12.4643	-3.2107	-1.1425	2.491
Si	5.2899	5.324	11.2558	1.1319	2.1638	-0.6969
Si	7.5471	9.5335	12.4132	0.5974	2.3822	-2.1385
Si	5.1432	14.9379	17.1747	-0.2515	3.1102	-3.1289
Si	7.23	9.6682	15.1636	1.8954	-1.8842	3.5714
Si	0.4821	7.7754	19.0305	-1.3789	2.2248	-1.1875
Si	9.2964	1.7512	18.0232	-1.5108	0.9128	0.8467
Si	10.4204	6.3105	12.3656	0.6231	1.8068	1.0098
Si	9.7901	11.8309	12.4165	0.3733	-2.6327	1.2091
Si	-7.4894	-2.1973	15.941	0.1713	0.0205	0.6139
Si	3.8376	10.4738	18.5198	-0.5114	0.1525	-0.3216
Si	-1.2304	3.8832	20.2193	1.8308	-2.4831	1.8586
Si	10.2682	-2.2385	14.1535	0.0735	1.7362	6.6812
Si	13.1949	4.1274	15.5342	-2.9701	0.7306	1.7499
Si	11.771	6.8839	16.4913	0.0903	0.9705	-3.0981
Si	1.9407	10.5628	14.2567	-3.2616	0.4538	-2.3449
Si	6.3284	1.1595	17.2646	0.2851	-0.0557	1.2803
Si	0.6942	10.6584	19.2462	0.5343	2.1645	-2.1479
Si	4.2773	5.1642	19.8767	0.5218	2.6084	0.7072
Si	1.7432	3.7552	20.8255	-2.3305	-1.7272	3.1738
Si	3.4029	8.0019	20.1226	4.2496	0.3004	-1.9835
Si	9.3988	6.7003	20.9234	-0.2989	-2.0479	4.88
O	0.3694	-0.3786	-1.9132	0.6972	-0.1596	0.7651
O	-0.3345	0.9329	-4.197	1.4675	-1.3064	1.9462
O	0.8399	3.2085	-7.1657	1.0799	-2.1713	-0.1005
O	2.0846	2.1695	-1.4028	-1.0904	2.9562	-3.0043
O	-0.4504	6.261	-0.5584	-1.9766	2.4339	-2.701
O	1.5188	4.665	-0.4612	1.4732	-2.7076	-3.1039
O	3.7949	13.9497	0.4095	-1.3423	-0.8883	-0.0132
O	3.2821	7.7644	-1.1123	-1.1556	0.0509	3.8832
O	4.2408	0.7536	-0.7017	0.7129	-0.7904	0.5128
O	5.0773	0.7345	-4.3969	-0.2545	-0.919	-1.2057
O	6.9927	3.9066	-0.4518	1.3432	-0.2162	0.4241
O	9.4009	2.9643	-1.1058	0.6749	0.9564	-1.4232
O	2.785	4.4348	-2.8383	3.3617	1.9367	-0.7863
O	4.9764	5.2723	-1.3933	-0.8876	-0.747	-2.3901
O	6.6603	9.7386	-0.6498	-0.9033	0.1671	0.6828
O	8.174	7.591	-1.4087	-1.7446	0.8271	1.0055
O	8.9453	10.378	12.4285	1.6811	1.5246	0.4539
O	1.5588	3.9649	11.4657	-0.0622	-1.5989	-1.9613
O	1.6943	-1.2762	10.7653	-0.6587	3.7965	0.496
O	2.7864	1.0846	10.2811	-1.7581	1.0833	0.8241
O	2.6112	7.6495	9.7789	2.4134	-0.6478	-1.3481
O	1.1261	16.8327	12.7639	-0.3147	0.6654	0.1816
O	7.7451	8.0136	12.4549	0.6248	-4.9411	-0.3556
O	5.1588	6.5689	10.2275	-1.2333	0.4053	-1.6042
O	9.5863	8.3009	8.1652	-1.7316	2.4317	-1.8933
O	8.5757	5.8102	9.6843	-0.2195	-0.8108	-0.766
O	8.844	1.6684	11.3951	-1.8516	2.116	-0.1322
O	6.6308	0.041	16.1023	0.2828	0.4726	-0.6091
O	6.7461	17.5539	14.3738	1.5702	-1.5231	-1.9137
O	4.9123	10.9637	9.6776	0.1503	0.3868	-0.2376
O	5.9395	5.4227	16.4764	-1.1393	0.5455	0.0181
O	5.9126	4.0366	10.6116	0.2882	-2.6983	-2.3186
O	1.1171	0.5102	15.4691	1.1532	0.6635	-0.5732
O	2.6634	0.1896	12.7934	-3.5658	1.015	0.0995
O	2.6745	4.2588	14.014	0.7045	0.5949	-3.5695
O	-6.4741	7.4958	15.4772	-1.0845	0.1452	-0.2949
O	2.2167	4.3474	8.8876	-1.3252	-0.717	1.0633
O	9.0672	5.7042	13.2246	1.31	0.0102	-0.6528
O	5.8744	13.6105	16.7525	1.6623	-3.2209	0.6187
O	12.4874	-5.387	16.1174	0.1265	0.3869	-0.4299
O	7.0416	-0.829	10.9282	-1.4724	-0.6504	-0.5931
O	11.1635	1.0662	11.4934	0.7924	-1.0421	0.5609
O	-0.7138	1.5348	13.8941	-0.1209	0.0497	-0.4723
O	6.6278	9.7494	13.7213	-1.464	1.4997	-1.3286
O	14.068	9.8568	14.8094	1.9673	-2.7206	1.991
O	7.7721	12.0757	18.1069	-1.4295	-0.1726	-0.7285
O	10.2223	7.9593	12.8066	0.1688	-4.835	-3.8447
O	2.0692	8.0463	16.5856	-1.2744	-1.2879	-0.9457
O	2.0116	8.0056	19.4681	-3.2335	-1.5911	-0.3517
O	-1.9079	5.2863	20.4052	-0.9668	-0.6609	-0.8153
O	14.6783	5.3336	11.8516	0.0209	-0.4017	0.7428
O	-1.2791	1.7346	16.409	0.9533	0.7473	-0.1509
O	8.9452	9.4928	14.7305	-1.3914	-0.4642	1.3143
O	10.5897	7.5787	15.5273	0.8985	0.09	-1.5479
O	3.6874	14.8786	16.4166	-0.9402	-0.6609	0.0637
O	4.0882	9.4275	19.7638	-0.0244	0.9756	-0.0741
O	6.5226	5.6825	12.1854	1.1323	0.3161	1.061
O	5.0631	4.4001	18.7146	0.0483	-0.4101	1.1046
O	0.257	9.3039	18.4907	-0.1237	0.1717	0.0316
O	2.2841	11.2038	18.7368	-0.0638	-1.806	0.7844
O	0.403	3.8222	19.8965	-0.7389	0.3326	1.4383
O	0.2112	6.6646	17.9197	0.7939	-0.202	0.2603
O	6.7766	-2.5389	16.078	-0.7497	-0.2145	-0.3942
O	8.9877	3.0948	19.0721	-0.0536	-2.3389	-3.9013
O	3.8789	-1.4247	17.2313	1.1585	1.9077	1.418
O	9.9778	7.5581	19.8492	4.2074	2.5716	-2.431
O	11.5164	9.6186	13.8612	1.5891	0.9973	0.3034
O	4.4111	6.8449	19.5526	-1.6678	-2.1801	-0.4085

Results
free energy: -42127.627 eV
free energy less fixed offsets of O -463.61, Si -117.95 eV per atom: 13.353 eV
pressure: -1.59 GPa
stress xx, yy, zz, yz, xz, xy (GPa, positive in tension): 3.32, 1.56, -0.12, -0.77, -1.79, -0.29

The program warned: the forces do not sum to zero within the program's tolerance.
